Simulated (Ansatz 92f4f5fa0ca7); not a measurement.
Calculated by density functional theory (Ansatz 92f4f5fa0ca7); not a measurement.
Periodic cell of 211 atoms, Si125O78B8, from a study of silicon, its oxide and their interface. The atomic structure is a simulated model.

Settings: functional PBE; potential files Ansatz PAW; basis plane waves; wave-function cutoff 700 eV; density cutoff ratio 5; exchange-correlation grid ratio 1; k mesh 2 x 2 x 1, shifted by 0.5 0.5 0.5 of a step; self-consistency stop 5e-08 eV per atom in the density residual; occupations fixed; spin none; net charge 0.

Cell vectors (angstrom)
a 10.938 0 0
b 0 10.938 0
c 0 0 31.4193

Atoms and the computed forces on them: element, x, y, z (angstrom), force x, y, z (eV/angstrom)
B 9.8112 0.2625 24.9114 -0.0595 0.3238 -0.2023
Si 4.8889 0.2183 24.0088 0.0303 0.0615 -0.0647
Si 2.7667 1.7713 24.0435 0.0065 -0.0423 0.0818
B 8.6458 1.6086 24.8008 0.262 -0.0848 0.0537
B 9.8976 5.7976 24.8017 -0.3365 0.0558 0.0944
Si 4.7926 5.7111 23.9872 0.0384 0.1915 -0.029
Si 2.9171 7.4781 24.0085 0.0125 -0.0732 -0.0232
B 8.6673 7.105 24.8036 0.1238 -0.1739 -0.0239
Si 0.9168 0.9784 25.4121 -0.0015 -0.0403 -0.1377
Si 6.692 1.3242 25.1905 0.0273 0.0443 0.0201
Si 3.8284 3.8564 25.1531 0.0073 -0.0533 -0.0337
Si 9.4544 3.7343 25.2189 0.0109 0.0872 -0.1886
Si 0.972 6.5489 25.2559 0.0444 -0.0643 -0.0959
Si 6.7004 6.7427 25.1637 0.1377 0.0115 -0.0279
Si 3.9308 9.3504 25.2396 -0.0176 0.0498 0.0057
Si 9.4562 9.1801 25.2321 -0.0994 -0.1408 -0.1822
Si 2.6817 -0.0756 26.6364 0.0325 -0.0078 -0.0224
Si 8.2664 0.0362 26.5502 -0.0782 -0.0279 0.1452
Si 0.0576 2.7427 26.6652 -0.1614 -0.0201 0.2205
Si 5.4422 2.7795 26.5697 -0.0284 -0.0568 0.0891
Si 2.645 5.4126 26.5707 0.0119 -0.007 0.0095
Si 8.2672 5.4487 26.5441 0.0385 0.1087 0.0177
Si 0.0629 8.2018 26.659 -0.0657 -0.0726 0.1803
Si 5.4958 8.2047 26.5957 -0.0248 -0.0943 0.0849
Si 4.1018 1.3673 28.001 -0.0292 -0.0063 -0.4659
Si 9.5708 1.3673 28.001 0.1473 0.3183 0.3094
Si 1.3673 4.1018 28.001 0.1746 -0.0242 0.529
Si 6.8362 4.1018 28.001 -0.1917 -0.0203 -0.2308
Si 4.1018 6.8362 28.001 -0.1225 -0.1916 -0.5783
Si 9.5708 6.8362 28.001 0.1664 0.122 0.0828
Si 1.3673 9.5708 28.001 0.114 -0.3126 0.7521
Si 6.8362 9.5708 28.001 0.1055 -0.0547 -0.2441
Si 0 0 29.3683 -0.0093 -0.0167 -0.008
Si 5.469 0 29.3683 0.0207 0.123 -0.151
Si 2.7345 2.7345 29.3683 -0.1038 0.0125 -0.0363
Si 8.2035 2.7345 29.3683 0.098 -0.0995 -0.0893
Si 0 5.469 29.3683 -0.0618 -0.0736 -0.0118
Si 5.469 5.469 29.3683 0.0221 0.1039 -0.1135
Si 2.7345 8.2035 29.3683 -0.1536 -0.0029 0.0045
Si 8.2035 8.2035 29.3683 0.0771 -0.0623 -0.1289
Si 1.3673 1.3673 30.7355 0.0225 0.0064 0.0086
Si 6.8362 1.3673 30.7355 -0.1084 0.0623 0.015
Si 4.1018 4.1018 30.7355 -0.0161 -0.2005 0.0117
Si 9.5708 4.1018 30.7355 0.0523 0.0728 0.034
Si 1.3673 6.8362 30.7355 0.0385 -0.0286 0.0236
Si 6.8362 6.8362 30.7355 -0.0877 0.095 0.006
Si 4.1018 9.5708 30.7355 0.0488 -0.1463 0.0217
Si 9.5708 9.5708 30.7355 0.0084 -0.0333 0.0184
Si 2.7345 0 0.6835 -0.0973 0.0801 -0.0556
Si 8.2035 0 0.6835 0.0401 0.0598 0.0105
Si 0 2.7345 0.6835 0.0219 -0.0799 -0.0537
Si 5.469 2.7345 0.6835 0.0703 0.0488 0.0047
Si 2.7345 5.469 0.6835 -0.0192 0.1162 0.0074
Si 8.2035 5.469 0.6835 -0.0466 0.0054 -0.0531
Si 0 8.2035 0.6835 0.0752 0.0196 0.0055
Si 5.469 8.2035 0.6835 0.0687 -0.0827 -0.0562
Si 4.1018 1.3673 2.0507 -0.0797 -0.0677 0.1037
Si 9.5708 1.3673 2.0507 0.1766 0.2066 0.0489
Si 1.3673 4.1018 2.0507 -0.1108 -0.154 0.0939
Si 6.8362 4.1018 2.0507 0.1074 0.0295 0.0363
Si 4.1018 6.8362 2.0507 0.0989 0.2044 0.0289
Si 9.5708 6.8362 2.0507 -0.0716 -0.0458 0.1001
Si 1.3673 9.5708 2.0507 0.1541 0.0569 0.0566
Si 6.8362 9.5708 2.0507 -0.1056 -0.1246 0.0939
Si 0 0 3.418 0.3273 0.4174 0.3383
Si 5.469 0 3.418 -0.428 -0.3446 -0.3612
Si 2.7345 2.7345 3.418 0.3069 0.3086 0.8987
Si 8.2035 2.7345 3.418 -0.3851 -0.127 -0.979
Si 0 5.469 3.418 -0.4796 -0.4584 -0.4394
Si 5.469 5.469 3.418 0.1767 0.1568 0.5819
Si 2.7345 8.2035 3.418 -0.0879 -0.2863 -1.0976
Si 8.2035 8.2035 3.418 0.2375 0.253 0.8364
Si 1.3983 1.4055 4.8969 0.0136 0.023 -0.0451
Si 6.8134 1.3635 4.692 0.0014 0.0458 -0.0785
Si 4.1589 4.1572 4.9141 -0.0115 -0.0129 -0.0838
Si 9.4456 4.0788 4.83 0.1928 0.2217 -0.0746
Si 1.388 6.789 4.6644 0.0376 0.0473 -0.1214
Si 6.8509 6.8563 4.8866 0.007 0.011 -0.0698
Si 4.0302 9.5048 4.8286 0.1834 0.1829 -0.0703
Si 9.626 9.6485 4.8533 -0.0068 -0.0086 -0.0867
Si 2.9035 0.1028 6.3015 -0.0127 -0.0577 -0.0215
Si 8.4296 0.4261 6.0967 -0.026 -0.0945 0.0397
Si 0.0612 2.9382 6.2254 -0.1195 -0.0909 -0.0185
Si 5.8707 2.9252 6.1671 -0.0457 -0.0203 0.0703
Si 2.9239 5.8665 6.172 -0.0413 -0.078 0.0757
Si 8.3285 5.619 6.3323 -0.0009 -0.0946 -0.0393
Si 0.4615 8.4608 5.9756 -0.0436 0.0199 0.0687
Si 5.5573 8.3448 6.2563 -0.211 -0.0953 -0.0389
Si 4.8879 1.0627 7.4691 0.0677 -0.0448 0.0277
B 9.0778 2.4025 6.5294 0.0484 0.1188 0.132
Si 1.0069 4.9057 7.3751 -0.0693 0.0331 0.0776
B 7.8417 3.6376 6.5586 0.0533 -0.0202 0.1479
B 3.5965 7.8411 6.5423 0.1361 0.0958 0.1344
Si 10.2708 6.8985 7.3507 0.071 -0.0205 0.0542
B 2.3917 9.1005 6.5062 0.0247 -0.0084 0.1178
Si 6.7266 10.2019 7.3592 -0.0345 0.0521 0.0952
O 4.2291 1.4972 8.9442 -0.0019 -0.0051 -0.017
O 7.4434 9.4002 8.6624 0.0048 0.0244 -0.045
O 9.8031 8.0021 8.5662 -0.0217 -0.0201 -0.0348
O 1.371 4.0194 8.7466 0.0032 0.0471 -0.0565
O 2.6952 8.0261 22.4385 0.0086 -0.0322 -0.0604
O 5.3494 5.4475 22.4384 -0.0654 -0.0114 0.0335
O 2.0863 1.7663 22.5267 0.0304 0.0089 -0.0032
O 5.6524 -0.1287 22.5618 -0.077 0.0076 0.0551
Si 6.5915 1.0129 14.4411 -0.0036 -0.0028 0.0241
Si 5.9641 10.5148 21.0033 0.0203 -0.0155 -0.0023
Si 8.2978 10.5394 19.1564 0.0041 0.0074 0.006
Si 10.0457 2.049 19.4156 -0.0122 0.004 0.0032
Si 5.7326 2.4656 17.0981 0.0026 -0.0022 0.0124
Si 5.2744 5.102 20.8567 0.0209 -0.0069 -0.0088
Si 7.5566 3.8065 19.3057 0.0047 0.0076 0.0148
Si 2.2934 4.7616 20.1391 -0.0081 -0.0035 0.0004
Si 3.0905 10.5607 16.8098 -0.0041 0.0024 0.0094
Si 3.7694 1.0495 19.1631 -0.0001 -0.0082 -0.0095
Si 6.0565 9.4397 17.078 0 0.0013 0.0108
Si 3.6596 6.3923 15.6004 -0.0009 0.0005 0.0143
Si 5.9968 6.2536 12.7815 -0.0071 -0.0021 0.0103
Si 0.7086 4.0153 17.7143 -0.0052 -0.0056 0.0133
Si 1.5092 2.1984 21.085 -0.0194 0.0131 -0.027
Si 5.8915 4.8036 15.2204 -0.0123 -0.0032 0.0164
Si 8.9469 4.1648 14.413 0.0007 0.0021 0.0186
Si 9.4291 3.65 11.2362 0.0011 0.0225 0.0233
Si 4.0745 1.9425 10.5012 -0.0143 -0.0233 0.0311
Si 1.7237 4.1921 14.7066 0.0016 -0.0069 0.0169
Si 5.0175 7.9763 19.6213 0.0007 0.008 0.0047
Si 3.4925 7.6784 12.7779 0.0059 0.0078 0.0138
Si 0.8675 6.1199 12.2831 0.0009 -0.0011 0.0089
Si 10.648 8.3268 19.4848 -0.0044 -0.0048 0.0158
Si 8.4437 10.5367 11.8916 0.0007 -0.0081 0.009
Si 2.2155 7.8165 20.8955 -0.0031 -0.0048 0.0155
Si 9.7611 6.9184 15.6342 -0.001 0.0048 0.0141
Si 7.5049 8.5384 14.2896 -0.0015 0.0016 0.0118
Si 1.7381 1.1321 14.6166 0.0069 0.003 0.0139
Si 1.4581 7.9794 16.7669 -0.0045 0.0025 0.0133
Si 1.3792 3.7533 10.3458 0.0044 0.0075 0.0237
Si 9.2949 6.0786 18.3929 -0.009 0.0023 0.0212
Si 6.857 2.0168 11.6386 -0.0118 -0.01 0.0279
Si 8.7939 6.2939 11.2873 -0.0089 -0.0032 -0.0021
Si 9.5671 1.1115 14.2231 -0.0028 -0.0018 0.0154
Si 3.9831 10.7688 12.8646 -0.0013 -0.0048 -0.0036
Si 8.6711 8.7323 9.5058 0.0064 -0.0037 0.0332
O -0.0288 3.0235 10.8727 0.002 0.0066 -0.0136
O 6.4507 4.0294 20.4848 -0.0057 0.0167 -0.0266
O 5.333 0.1339 13.7965 -0.0145 0.0032 -0.0043
O 7.5012 -0.0488 20.558 -0.0093 -0.0115 -0.043
O 2.7264 6.9269 16.8443 -0.0087 0.0062 -0.038
O 2.5651 0.1776 13.5922 0.001 0.0131 0.0065
O 8.1543 2.7052 10.9322 -0.0015 0.0155 -0.0126
O 1.312 3.8202 21.043 0.0245 -0.0307 -0.0173
O 3.4122 8.2568 19.859 0.0029 -0.0244 0.0283
O 9.2015 9.8595 10.6004 -0.0283 0.0103 0.0042
O 8.1495 7.5152 10.4445 0.0092 0.0064 -0.0138
O 5.2482 6.1471 15.9661 -0.0284 0.004 -0.0296
O 9.8289 6.9182 19.6847 0.0086 -0.0035 -0.0378
O 4.9111 0.4498 20.1312 -0.0067 -0.007 -0.0065
O 9.4627 2.6592 14.7791 -0.015 0.0093 0.0033
O 2.0856 9.3959 16.2938 0.0045 -0.0123 0.0115
O 0.1452 0.6752 14.7138 0.0086 0.0021 -0.0231
O 6.9596 2.886 18.0925 -0.0214 0.0071 -0.0082
O 0.0478 1.554 20.6827 0.0156 0.0146 -0.016
O 9.4938 0.6674 12.6213 -0.0222 -0.0237 -0.018
O 6.8313 9.0966 15.6805 -0.0017 0.0015 -0.0007
O 0.7942 8.6269 20.6828 0.0213 -0.0249 -0.017
O 0.9893 5.1407 13.5959 0.0088 0.0121 -0.0168
O 4.4987 1.9689 18.0291 0.0134 -0.0041 -0.0006
O 10.2419 6.6771 12.0637 0.0109 -0.0095 -0.0016
O 9.198 0.871 18.7004 -0.0167 -0.0002 0.0185
O 8.9509 7.8881 14.63 -0.0162 -0.0159 0.0074
O 0.3751 7.4294 15.6784 -0.0037 -0.003 0.0097
O 7.4922 4.4708 15.1188 -0.009 -0.0136 0.0015
O 9.0258 7.0461 17.0977 0.0138 -0.0184 -0.0179
O 7.1723 10.2373 18.0001 -0.0003 -0.0039 0.0063
O 5.499 2.6419 10.9724 0.015 0.0024 -0.0084
O 1.9403 7.363 12.3395 -0.0063 -0.0189 -0.0053
O 6.8123 2.2024 13.2958 0.0045 -0.0215 -0.0403
O 3.8441 4.4213 20.4902 -0.012 0.0204 0.0058
O 0.9814 3.9328 16.1311 0.0108 0.0032 -0.0054
O 7.9286 5.2813 18.7185 0.0202 -0.0169 -0.0032
O 3.9223 9.2042 12.4566 -0.0108 -0.0011 0.0053
O 5.2135 3.6719 16.1595 0.0137 0.003 -0.0036
O 5.8091 8.9231 20.6867 -0.0203 0.0119 -0.0312
O 7.1101 0.4179 11.3563 0.0236 0.0077 0.013
O 0.6616 8.199 18.1605 -0.0009 -0.003 -0.011
O 5.4891 4.944 13.6366 0.0068 0.0301 -0.0017
O 4.6765 10.1985 16.5877 -0.0103 -0.0037 -0.0005
O 9.2277 5.0194 10.3447 0.0016 -0.0044 0.0251
O 9.4377 9.4001 19.3954 -0.003 0.0086 -0.0072
O 3.5523 7.484 14.3995 -0.0042 -0.0202 -0.0087
O 10.4812 5.0972 17.9383 0.0014 -0.0077 0.0118
O 2.9318 -0.1325 18.4123 0.0143 0.0109 -0.0256
O 2.6634 1.8622 19.9955 -0.0219 -0.0015 0.016
O 1.8906 6.2594 20.5785 0.0217 0.0464 0.0016
O 9.7817 5.3924 15.0747 -0.0019 0.0167 -0.0189
O 5.4224 6.4441 19.9553 -0.0161 -0.0077 0.0095
O 0.1307 2.5983 18.2665 0.0021 0.0208 0.012
O 7.8459 9.4508 12.9658 0.0067 0.0268 -0.0258
O 3.9668 0.6375 11.4575 0.0013 0.0176 -0.0104
O 3.1079 4.9496 15.0673 -0.0056 0.0194 0.002
O 2.5448 0.9656 16.0373 -0.0092 -0.0094 -0.0206
O 8.1409 0.439 14.7532 0.0114 -0.0005 -0.0209
O 2.0356 4.4806 18.5475 -0.0279 -0.0078 0.0149
O 7.3893 5.8361 12.0467 0.0129 -0.0081 0.0026
O 5.4953 8.2579 18.08 -0.0039 0.015 0.0174
O 2.7352 2.883 10.6896 -0.0052 -0.003 -0.0107
O 6.2003 1.3937 15.968 -0.0208 -0.0077 0.0038
O 6.4164 7.4559 13.7891 0.0077 -0.0136 -0.0206
O 1.8889 2.684 14.0879 -0.0055 -0.0037 0.0141
O 9.2638 4.1502 12.7994 -0.016 0.0007 -0.0412
O 1.3995 5.2288 11.0273 -0.0172 -0.0247 -0.0063
O 4.6308 6.7462 12.0005 -0.0114 0.0049 0.015
O 8.9256 3.145 19.9143 0.0039 -0.006 -0.0352

Results
free energy: -125070.531 eV
free energy less fixed offsets of B -155.45, O -569.03, Si -635.61 eV per atom: 8.659 eV

The program warned: the cutoff lies below the one the program advises for these potential files; the exchange-correlation potential is rough where the density is thin.
